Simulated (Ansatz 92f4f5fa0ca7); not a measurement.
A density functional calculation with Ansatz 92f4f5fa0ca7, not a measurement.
Periodic cell of 220 atoms, Si134O82H4, from a study of silicon, its oxide and their interface. The atomic structure is a simulated model.
Doubt: the cutoff is far below the 930 eV that the study's wrapper takes by default for these files, so forces and energies are approximate.
This geometry differs little from another in the collection (a relaxation step or a small displacement).

Settings: functional PBE; potential files Ansatz PAW; basis plane waves; wave-function cutoff 580 eV; density cutoff ratio 5; exchange-correlation grid ratio 1; k mesh 1 x 1 x 1, Gamma-centred; self-consistency stop 5e-08 eV per atom in the density residual; occupations fixed; spin none; net charge 0.

Cell vectors (angstrom)
a	10.938	0	0
b	0	10.938	0
c	0	0	31.6377

Atoms and the computed forces on them: element, x, y, z (angstrom), force x, y, z (eV/angstrom)
Si	0.4392	10.5377	24.2079	-0.002	-0.0004	-0.018
Si	5.9375	10.4738	24.2104	-0.0024	0.0051	-0.0032
Si	2.1973	3.3037	24.4843	0.0012	-0.002	0.0071
Si	7.6614	3.305	24.0264	0.0003	0.0069	0.0055
Si	0.3736	5.1276	24.4298	0.0019	-0.0007	0.0055
Si	5.7477	4.9851	24.0542	0.0072	-0.0081	-0.0075
Si	2.211	8.805	24.1647	-0.0053	0.0039	0.0226
Si	7.6677	8.7249	24.1992	0.0038	-0.0055	-0.0052
Si	1.3004	1.3873	25.5409	0.0063	0.0021	-0.0039
Si	6.8504	1.4214	25.3609	-0.0065	-0.006	0.0004
Si	4.0998	4.1515	25.5775	-0.0092	-0.0088	0.0085
Si	9.4529	4.1189	25.4717	-0.0081	-0.0021	-0.0012
Si	1.3952	6.9411	25.5137	0.0005	-0.0001	0
Si	6.7271	6.8391	25.3375	0.0106	0.0035	0.0039
Si	4.08	9.6036	25.4375	0.0018	0.0013	0.0004
Si	9.5301	9.6097	25.4277	-0.0078	-0.0013	0.0024
Si	2.7485	0.0423	26.8559	0.0008	0.0027	0.0102
Si	8.2186	0.0803	26.8145	0.0056	-0.0023	0
Si	-0.1015	2.741	26.8635	-0.0131	-0.0062	0.0147
Si	5.463	2.6994	26.8446	0	0.004	0.0069
Si	2.7504	5.5575	26.8886	0.014	0.0132	0.018
Si	8.1457	5.5489	26.8174	-0.0017	0.0022	0.0062
Si	-0.0627	8.2311	26.8491	-0.0012	0.0016	0.012
Si	5.4016	8.1734	26.8124	-0.0046	-0.0034	0.0019
Si	4.1018	1.3673	28.2194	0.0999	0.0078	0.3268
Si	9.5708	1.3673	28.2194	-0.2076	-0.009	0.5605
Si	1.3673	4.1018	28.2194	-0.1867	0.1346	-0.3544
Si	6.8362	4.1018	28.2194	-0.0351	0.0629	-0.2761
Si	4.1018	6.8362	28.2194	0.1355	0.2821	0.7125
Si	9.5708	6.8362	28.2194	-0.2136	0.0505	0.0674
Si	1.3673	9.5708	28.2194	-0.0504	0.1106	-0.1979
Si	6.8362	9.5708	28.2194	-0.0711	0.06	-0.6772
Si	0	0	29.5867	0.0217	0.0311	-0.0108
Si	5.469	0	29.5867	-0.0457	-0.0121	0.0054
Si	2.7345	2.7345	29.5867	0.0739	-0.0371	-0.022
Si	8.2035	2.7345	29.5867	0.0738	-0.0479	0.0047
Si	0	5.469	29.5867	-0.0153	-0.0399	0.0003
Si	5.469	5.469	29.5867	-0.0437	-0.0008	-0.0064
Si	2.7345	8.2035	29.5867	0.0842	-0.0412	0.0078
Si	8.2035	8.2035	29.5867	0.0695	-0.0249	-0.0163
Si	1.3673	1.3673	30.9539	-0.0498	-0.0108	0.0017
Si	6.8362	1.3673	30.9539	-0.0072	0.0551	-0.0378
Si	4.1018	4.1018	30.9539	-0.0111	0.0565	-0.0017
Si	9.5708	4.1018	30.9539	-0.0318	-0.0074	-0.0273
Si	1.3673	6.8362	30.9539	-0.0091	0.0741	-0.0403
Si	6.8362	6.8362	30.9539	-0.0142	-0.0141	-0.0066
Si	4.1018	9.5708	30.9539	-0.0785	0.0054	-0.0314
Si	9.5708	9.5708	30.9539	0.0059	0.0169	0.0013
Si	2.7345	0	0.6835	0.1325	-0.0328	0.0153
Si	8.2035	0	0.6835	-0.0223	0.0415	0.0089
Si	0	2.7345	0.6835	-0.0262	0.0304	0.0081
Si	5.469	2.7345	0.6835	0.0113	-0.1144	0.0039
Si	2.7345	5.469	0.6835	-0.0278	-0.0034	0.0082
Si	8.2035	5.469	0.6835	0.0918	-0.0024	0.0126
Si	0	8.2035	0.6835	0.053	-0.1022	0.0062
Si	5.469	8.2035	0.6835	-0.0371	0.0221	-0.0019
Si	4.1018	1.3673	2.0507	-0.0837	0.0668	-0.0256
Si	9.5708	1.3673	2.0507	0.0951	0	-0.0109
Si	1.3673	4.1018	2.0507	0.0481	0.0124	0.021
Si	6.8362	4.1018	2.0507	-0.0808	0.0257	-0.0234
Si	4.1018	6.8362	2.0507	0.0054	0.0053	0.0056
Si	9.5708	6.8362	2.0507	-0.0651	0.073	-0.0176
Si	1.3673	9.5708	2.0507	-0.1405	0.0212	-0.0315
Si	6.8362	9.5708	2.0507	0.0407	-0.0425	-0.0019
Si	0	0	3.418	0.0807	-0.0023	-0.6043
Si	5.469	0	3.418	0.0432	0.0968	0.5121
Si	2.7345	2.7345	3.418	0.2467	-0.1235	-0.5396
Si	8.2035	2.7345	3.418	0.0177	0.0182	0.56
Si	0	5.469	3.418	0.0102	-0.0494	0.4418
Si	5.469	5.469	3.418	-0.0094	-0.1895	-0.1713
Si	2.7345	8.2035	3.418	0.0622	-0.2107	0.4665
Si	8.2035	8.2035	3.418	0.0647	-0.0612	-0.7486
Si	1.4122	1.3327	4.7101	0.0024	-0.0039	0.0039
Si	6.8533	1.3641	4.8694	0	-0.0059	-0.0026
Si	4.1303	4.0367	4.764	-0.0017	-0.002	0.0032
Si	9.5927	4.0895	4.8579	0.005	0.0003	-0.0017
Si	1.3937	6.7868	4.8509	-0.004	-0.0005	-0.0011
Si	6.8884	6.8131	4.7189	0.0033	0.0025	-0.005
Si	4.1216	9.5482	4.8315	-0.0011	0.0078	-0.0041
Si	9.5698	9.5647	4.6954	-0.0019	0.0024	0.0026
Si	2.7394	0.0189	6.1617	-0.0083	-0.0002	-0.0026
Si	8.2568	-0.0804	6.1549	0.0121	-0.0016	0.0063
Si	0.0586	2.6122	6.1271	0.0025	-0.0075	0.0013
Si	5.4986	2.7724	6.2718	-0.0009	0.0097	-0.0035
Si	2.731	5.279	6.197	0.0202	0.0083	0.0032
Si	8.2331	5.5473	6.2032	-0.0144	-0.0032	0.0007
Si	-0.0063	8.2683	6.088	-0.0002	0.005	-0.0021
Si	5.5451	8.1308	6.112	0.0058	-0.0113	0.0083
Si	3.7131	1.7361	7.4686	-0.0059	-0.0099	-0.0085
Si	10.092	0.8054	7.3526	-0.0085	0.0046	-0.005
Si	1.8824	3.3368	7.434	-0.0076	0.0012	-0.0094
Si	6.4283	4.6603	7.4536	0.0086	0.0077	-0.0156
Si	4.5547	6.3155	7.2434	-0.0103	-0.0075	-0.0215
Si	9.1636	7.4311	7.3815	-0.0005	-0.0006	-0.0021
Si	0.8944	10.0559	7.3431	0.0044	-0.0004	-0.006
Si	7.326	9.0674	7.3887	-0.0017	0.0003	-0.0103
H	9.749	1.1728	8.7637	-0.0011	-0.0005	-0.0041
H	1.2336	9.6676	8.7518	0.0017	-0.0021	-0.0025
O	6.9276	9.526	8.937	-0.0023	0.0003	0.0061
O	9.7902	7.335	8.9309	0.0019	0.0051	0.0003
O	3.7968	6.9226	8.5868	-0.0036	0.0032	0.0088
O	7.0211	4.3856	8.9941	0.0008	-0.0042	0.0051
O	1.3948	3.1172	9.0316	0.0005	-0.0045	0.0045
O	4.0179	1.2648	9.0455	0.004	0.0012	0.0062
H	5.5757	10.7873	22.7871	0	0.0007	0.0032
H	8.0241	8.4244	22.7716	-0.0001	-0.0002	0.0041
O	0.1088	0.0214	22.6316	0.0101	0.0188	-0.038
O	2.5454	8.644	22.5329	0.0087	-0.0011	-0.0192
O	5.0276	5.2655	22.538	0.0003	-0.0001	0.0038
O	8.1634	3.0683	22.4577	0.0071	-0.005	-0.0219
O	-0.1603	5.8051	22.9786	0.0023	-0.0014	-0.0091
O	2.8164	2.89	22.9979	-0.0045	-0.0014	-0.0151
Si	8.5449	2.6232	20.9306	0.0202	-0.0057	0.0013
Si	8.4341	1.1031	16.1255	0.0006	-0.0013	0.0028
Si	11.0387	4.752	16.6615	-0.0043	-0.0062	0.0059
Si	0.5594	5.5306	21.5482	-0.0146	0.0063	-0.0077
Si	1.4797	6.8235	14.8694	-0.0003	0.0013	0.0023
Si	2.8536	10.1237	12.6471	-0.0001	-0.0021	-0.0009
Si	10.1946	6.417	10.2011	-0.002	-0.0025	0.0078
Si	9.399	5.3201	19.3491	0.0078	0.0147	0.0041
Si	7.2293	8.1202	12.9219	0.0042	-0.0004	-0.0027
Si	9.6474	9.6874	17.3237	-0.0037	0.0002	0.0008
Si	5.8467	2.0461	19.9663	-0.0035	0.0017	-0.0019
Si	5.1827	3.5661	17.2303	0.0012	-0.0005	0.0006
Si	4.8024	7.1387	19.2664	0.0031	-0.0036	-0.0019
Si	3.4706	3.5036	12.2244	-0.0026	-0.0021	-0.0045
Si	4.7336	4.5649	21.0766	-0.0042	-0.0033	-0.0053
Si	1.1269	9.6944	19.1445	-0.0052	-0.0034	0.0086
Si	9.5613	2.7403	11.9226	-0.0012	-0.0031	0.0042
Si	10.0201	0.5686	13.6438	-0.0015	-0.0024	0.0008
Si	5.479	0.9699	16.1801	0.005	-0.0041	0.0003
Si	1.0778	3.9728	10.3759	-0.0033	0.0023	0.0098
Si	4.3158	0.9589	10.6176	0.0002	-0.0049	0.0062
Si	3.6274	0.6003	18.6863	0.0012	-0.0002	0.0003
Si	2.4552	7.8337	21.1256	-0.0003	0.0025	-0.0169
Si	1.4877	7.4623	11.9936	-0.0021	-0.0036	-0.0035
Si	4.0379	7.2582	10.1386	-0.005	0.0029	-0.0071
Si	6.6685	5.8455	16.0703	-0.0015	-0.0017	0.0012
Si	2.1758	3.0477	21.5186	0.0096	-0.0036	0.0016
Si	5.63	5.5194	12.1059	0.0046	-0.0006	-0.005
Si	8.7534	3.883	14.8649	0.002	-0.0023	0.0012
Si	1.9018	1.6554	14.2987	-0.0044	-0.006	0.0031
Si	6.1601	9.5364	10.3654	0.0016	-0.0077	0.0022
Si	7.6371	7.6209	18.3589	0.002	0.0006	0.0002
Si	7.7827	4.4057	10.4224	0.0068	-0.0018	0.0058
Si	9.8339	8.6488	14.4043	0.0008	-0.0003	-0.0016
Si	0.2351	0.8008	21.2074	-0.0319	-0.0104	0.0036
Si	2.3743	2.8422	17.1812	-0.0009	0.0005	0.0045
Si	4.2272	7.4824	16.1939	0.0001	-0.0034	-0.0015
Si	5.1777	9.6584	14.4613	0.0006	0	0.0011
O	5.1721	0.3233	14.7231	-0.0018	-0.0031	0.0011
O	8.7485	7.8452	13.4732	-0.0014	-0.0023	0.0018
O	1.6913	9.024	12.4033	0.0006	0.0011	0.0045
O	10.388	9.9371	13.5678	0.0003	-0.0024	0.0018
O	0.2644	1.5441	14.2541	0.0017	-0.0001	0.0013
O	4.8392	8.964	15.9006	0.0001	0.0006	0.0008
O	8.4527	2.736	16.0136	-0.0006	0.0004	0.0005
O	3.5898	3.957	17.2203	-0.0012	0.0001	0.0005
O	4.7447	8.7168	10.2831	0.0041	-0.0017	0.0007
O	10.0239	5.2456	17.8345	0.0014	-0.0018	0.0077
O	6.7407	4.4385	11.6589	-0.0015	-0.0003	0.0041
O	5.7396	0.1396	10.758	-0.0017	-0.0006	-0.001
O	8.9485	3.4106	13.3072	0.0004	-0.0006	-0.0007
O	10.5429	5.9406	20.3214	-0.0157	-0.0115	-0.0098
O	8.7929	3.9203	19.9422	-0.0013	-0.0108	0.0121
O	4.0614	7.1433	17.7915	-0.0005	-0.0021	0.0014
O	0.3825	5.3181	9.7757	0.0026	-0.0049	-0.0065
O	6.1939	7.968	19.0461	-0.0019	-0.0028	0.0013
O	3.2757	3.9011	20.6736	-0.0005	-0.001	0.0045
O	0.9061	3.5084	17.3374	-0.0021	0.0015	-0.0031
O	2.6268	1.875	18.4629	0.0002	-0.004	-0.0021
O	8.5977	3.0078	10.6342	-0.0018	0.0003	-0.002
O	5.0494	5.6261	19.8669	0.0006	-0.0006	0.0012
O	4.4575	4.6573	12.8678	-0.0017	-0.0027	0.0046
O	1.9965	6.3027	21.4611	0.0019	-0.0053	0.0041
O	2.3786	1.9469	15.8205	-0.0006	-0.0017	0.0001
O	5.0339	6.1292	10.7256	0.0016	-0.0013	0.0036
O	6.3418	6.7438	12.9201	-0.0008	-0.0026	0.0035
O	2.8121	7.5628	15.4129	-0.001	-0.0013	0.0008
O	10.1915	4.4818	15.3059	-0.0031	-0.0017	0.0049
O	5.6743	2.7181	18.5096	0.0014	-0.0038	0.0084
O	6.6467	9.1612	14.0188	-0.0003	-0.0028	0.003
O	8.2276	6.4358	19.3011	0.0148	-0.014	0.0013
O	8.5873	8.9542	18.345	-0.0005	-0.0036	0.0002
O	1.6852	1.5634	21.0676	-0.0079	-0.0035	0.0047
O	6.1963	4.8146	17.2328	0.0008	-0.0001	-0.0016
O	4.1773	9.335	13.2098	-0.0019	-0.0018	0.0032
O	4.4772	0.3896	17.3181	-0.0012	-0.0014	0.0022
O	7.4728	7.0529	16.8195	-0.0008	-0.0019	0.0035
O	8.813	5.6673	10.6586	-0.0011	-0.0033	0.0011
O	0.813	3.9281	21.5013	0.0015	-0.0011	0.0012
O	3.9092	7.898	20.3968	-0.0068	-0.0009	0.0068
O	0.1709	10.7143	19.9595	0.0079	0.0147	0.03
O	7.4007	1.6184	20.2632	0.0022	0.0017	0.0042
O	5.378	2.582	15.9384	0.0007	-0.0034	0.0017
O	2.4965	4.2354	11.1334	0.0025	-0.0046	0.004
O	1.7295	6.4441	13.2799	0.0018	-0.0036	0.0023
O	7.1756	8.8393	11.4506	-0.0037	0.0011	-0.0023
O	4.6915	0.856	19.947	0.0014	-0.0012	0.0023
O	10.9029	7.2864	11.3985	0.0002	0.0016	0.0026
O	0.1511	7.7258	14.7957	0.0012	-0.0031	0.0013
O	1.3289	8.3808	20.082	0.0009	0.0156	-0.0038
O	9.9177	1.7873	21.02	0.0098	-0.0193	0.0189
O	7.5856	5.0403	14.978	0.0002	-0.0019	0.0007
O	2.6465	10.2531	18.8832	-0.0069	-0.0055	0.0022
O	0.1045	3.289	11.498	0.0021	-0.001	0.0009
O	2.5277	2.8407	13.3773	0.0032	0.0023	0
O	2.4108	0.1927	13.8362	0.0004	0.0003	0.0014
O	2.5917	7.1782	10.8478	0.0022	-0.0033	0.0013
O	6.9893	0.5785	16.6417	-0.0033	-0.0023	-0.0007
O	9.6666	1.1276	12.1541	0.0004	-0.0019	-0.0004
O	3.1255	0.0288	11.2741	0.0029	0.002	-0.0023
O	9.4839	0.3918	17.1784	0.0006	-0.0016	-0.0009
O	1.2572	5.7268	16.0569	0.0031	-0.0008	-0.0025
O	4.3744	2.3557	11.4723	-0.0031	-0.0016	0.0017
O	5.6698	3.2276	21.081	-0.0003	-0.0019	0.0024
O	5.2542	6.416	15.4674	-0.0014	-0.0012	0.0017
O	0.2617	9.3642	17.7854	0.0046	-0.0001	0.0091
O	8.6996	0.6537	14.5846	0.0015	-0.0022	0.0013
O	9.2644	9.0925	15.8582	-0.0001	-0.0013	0.0017

Results
free energy: -131884.218 eV
free energy less fixed offsets of H -15.97, O -568.88, Si -635.61 eV per atom: -0.438 eV

The program warned: the cutoff lies below the one the program advises for these potential files; the exchange-correlation potential is rough where the density is thin.
